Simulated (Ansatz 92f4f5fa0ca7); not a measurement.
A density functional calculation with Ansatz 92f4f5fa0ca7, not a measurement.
Periodic cell of 215 atoms, Si132O82P1, from a study of silicon, its oxide and their interface. The atomic structure is a simulated model.
Doubt: the cutoff is far below the 930 eV that the study's wrapper takes by default for these files, so forces and energies are approximate.
This geometry differs little from another in the collection (a relaxation step or a small displacement).

Settings: functional PBE; potential files Ansatz PAW; basis plane waves; wave-function cutoff 580 eV; density cutoff ratio 5; exchange-correlation grid ratio 1; k mesh 1 x 1 x 1, Gamma-centred; self-consistency stop 5e-08 eV per atom in the density residual; occupations fixed; spin none; net charge +1 e, with a uniform compensating background and no finite-size correction.

Cell vectors (angstrom)
a	10.938	0	0
b	0	10.938	0
c	0	0	31.5432

Atoms and the computed forces on them: element, x, y, z (angstrom), force x, y, z (eV/angstrom)
Si	10.4361	0.5749	24.3396	-0.0195	-0.0003	0.0228
Si	6.0459	10.5017	24.15	-0.0029	-0.0337	0.0264
Si	2.1292	3.2465	24.0804	-0.0029	0.0231	0.0246
Si	8.7022	2.2564	24.3084	0.0261	-0.0029	0.0223
Si	0.5022	5.0548	24.1652	0.005	-0.0232	0.0225
Si	5.0547	5.8926	24.1908	-0.0186	0.012	0.0213
Si	3.3965	7.6498	24.1617	0.0207	-0.0046	0.0287
Si	7.8324	8.8262	23.9893	-0.0238	0.0168	0.0258
Si	1.3431	1.4812	25.4565	-0.0161	-0.0044	-0.0133
Si	6.9212	1.2975	25.5027	0.0102	-0.001	-0.0091
Si	4.0254	4.1014	25.3231	0.0064	0.003	-0.0102
Si	9.6718	4.0926	25.425	-0.0049	-0.0033	-0.0063
Si	1.5006	6.8135	25.3723	0.0038	-0.0003	-0.0142
Si	6.899	6.9464	25.2379	-0.0037	-0.0093	-0.0078
Si	4.2344	9.5284	25.3516	0.0069	-0.0036	-0.0128
Si	9.5271	9.6414	25.4358	0.0107	0.0087	-0.0155
Si	2.778	0.0072	26.6393	0.0091	-0.0071	0.056
Si	8.227	-0.0286	26.9485	-0.0005	0.0048	-0.1529
Si	0.0181	2.7639	26.9243	0.0012	0.0112	-0.1486
Si	5.4493	2.7351	26.6581	-0.0057	0.0011	0.0505
Si	2.7613	5.4362	26.8402	-0.0017	0	-0.1002
Si	8.2268	5.5225	26.6241	-0.0012	-0.0036	0.05
Si	0.0416	8.2118	26.645	-0.0131	-0.0129	0.0537
Si	5.5605	8.1905	26.7994	-0.0084	0.0033	-0.076
Si	4.1087	1.3709	28.0711	0.0019	-0.0127	-0.0174
Si	9.5939	1.3681	28.2244	0.0094	0.0033	0.2009
Si	1.3932	4.1182	28.2229	0.0167	0.0301	0.1906
Si	6.8363	4.1314	28.0225	0.0015	0.0181	-0.0607
Si	4.1588	6.8165	28.137	0.0498	-0.0024	0.0829
Si	9.598	6.8511	28.052	0.0125	-0.0029	-0.0283
Si	1.3898	9.5898	28.0468	0.0161	0.0061	-0.0525
Si	6.857	9.536	28.2279	-0.0441	-0.0485	0.1841
Si	0.0454	-0.0216	29.5267	-0.0107	0.0091	-0.0094
Si	5.45	0.01	29.4845	-0.006	-0.0013	-0.0319
Si	2.7672	2.7135	29.5268	0.0017	0.0023	-0.031
Si	8.174	2.7698	29.4684	0.0072	-0.0104	-0.0048
Si	-0.0141	5.5018	29.4944	-0.0014	0.0031	-0.0355
Si	5.5083	5.4442	29.5053	-0.0106	0.0024	-0.0049
Si	2.7524	8.2115	29.4351	-0.0191	0.0227	0.0133
Si	8.2579	8.1623	29.5334	-0.0031	0.0154	-0.0279
Si	1.391	1.3579	30.8988	-0.0047	0.0127	0.0141
Si	6.8156	1.3812	30.8304	0.0054	-0.0215	-0.002
Si	4.1289	4.0869	30.8949	-0.0107	0.0063	0.0116
Si	9.5495	4.1201	30.8366	0.0212	-0.0074	0.0052
Si	1.3764	6.8651	30.8218	0.0047	-0.023	-0.0031
Si	6.8714	6.7993	30.8907	-0.0021	0.0168	0.0135
Si	4.0888	9.5753	30.8343	0.0242	-0.0018	0.0022
Si	9.6059	9.5503	30.9049	-0.0169	-0.0033	0.0066
Si	2.7508	-0.0302	0.7091	-0.0133	-0.002	-0.0036
Si	8.1695	0.0094	0.6635	0.0112	0.0022	0.0074
Si	-0.0303	2.7512	0.6662	-0.0104	-0.0091	-0.0022
Si	5.4861	2.698	0.719	-0.0053	0.0071	-0.004
Si	2.7073	5.4891	0.666	0.0106	0.0052	0.0063
Si	8.2217	5.4304	0.7298	-0.0064	0.0035	-0.0128
Si	0.0461	8.1706	0.7204	-0.0004	0.0236	-0.0032
Si	5.4659	8.2126	0.6539	-0.0086	-0.0123	0.009
Si	4.1024	1.329	2.0827	-0.0137	0.0053	0.0158
Si	9.5184	1.3843	2.0223	0.0378	-0.0296	0.0331
Si	1.3181	4.1368	2.0399	0.0242	-0.0293	0.0021
Si	6.8551	4.0467	2.0826	-0.015	0.0183	0.0278
Si	4.0879	6.8653	2.0258	0.0417	-0.0164	0.0265
Si	9.6123	6.7942	2.0705	-0.0279	0.0154	0.0087
Si	1.3865	9.5639	2.0908	0.0071	0.0007	0.0291
Si	6.8207	9.5565	2.0608	-0.0014	-0.0083	-0.0026
Si	-0.0602	-0.0053	3.3472	-0.0671	-0.0121	-0.1469
Si	5.4678	-0.0257	3.5073	-0.0076	-0.0192	0.029
Si	2.6906	2.7352	3.3433	-0.028	-0.0157	-0.1719
Si	8.1855	2.6786	3.5086	0.0045	-0.0204	0.0176
Si	-0.0112	5.4592	3.526	-0.0046	0.0009	0.0482
Si	5.4471	5.4599	3.3312	-0.018	0.0433	-0.1843
Si	2.7436	8.1921	3.502	0.0067	0.0182	0.0107
Si	8.2335	8.1816	3.3743	0.0365	0.0239	-0.0934
Si	1.2869	1.3708	4.6453	0.0136	-0.0142	0.1241
Si	6.8371	1.2965	4.9528	0.0126	0.0059	-0.0318
Si	4.0553	4.1168	4.6401	0.0203	0.0039	0.1397
Si	9.5322	4.0555	4.9148	0.0025	0.0107	-0.0622
Si	1.358	6.8616	4.9313	-0.0086	0.0126	-0.0252
Si	6.8344	6.801	4.6513	-0.0075	-0.0132	0.1124
P	4.1025	9.5571	4.911	-0.0181	0.0017	-0.1068
Si	9.5697	9.5654	4.7465	0.0061	-0.001	0.0577
Si	2.6086	0.0446	6.0909	-0.0111	0.0133	0.031
Si	8.239	-0.1327	6.2795	-0.0048	-0.0006	0.0085
Si	-0.0149	2.6394	6.2048	0.0104	-0.0313	-0.0014
Si	5.3768	2.7812	6.0765	-0.0043	0.021	0.0287
Si	2.7469	5.4093	6.1539	-0.0182	-0.0132	0.0033
Si	8.0826	5.4413	6.1759	-0.0121	0.0542	0.021
Si	-0.0178	8.2919	6.2413	-0.0237	0.0039	0.0266
Si	5.5641	8.1357	6.1406	0.0246	0.0019	0.0339
Si	3.4935	1.9329	7.1832	0.0078	-0.0075	-0.0534
Si	10.0354	0.8297	7.484	0.0195	-0.0558	-0.032
Si	1.7651	3.6364	7.3669	0.0316	0.0061	-0.0367
Si	6.2098	4.541	7.3936	-0.0209	-0.0034	-0.0789
Si	4.6108	6.312	7.2676	0.0378	-0.0097	-0.0279
Si	9.1407	7.1859	7.3315	-0.0109	0.0421	-0.0457
Si	0.899	10.127	7.5339	-0.03	0.0303	-0.0869
Si	7.3974	8.9136	7.4986	0.0386	-0.0521	-0.0594
O	4.5792	6.6311	8.8823	-0.0197	0.0112	0.0267
O	1.3866	3.9636	8.9459	-0.0112	0.0105	0.0203
O	9.7191	6.5478	8.7417	0.016	-0.0197	0.055
O	1.3195	10.1028	9.1471	0.04	-0.0082	0.0779
O	6.0788	4.2276	9.0217	0.0014	-0.0129	0.0498
O	3.6999	1.5741	8.7601	0.0224	-0.0142	0.069
O	7.1218	8.9681	9.1359	-0.0222	0.0226	0.0564
O	9.6563	1.0694	9.0756	-0.0219	0.0202	0.0329
O	8.2443	2.5375	22.7537	-0.0196	0.0113	-0.0152
O	10.9947	5.5503	22.6518	-0.0084	0.0195	-0.0155
O	5.6266	0.0891	22.6471	-0.0138	0.0262	-0.0184
O	5.2863	5.3982	22.6315	0.0188	-0.0156	-0.0271
O	2.1488	2.8042	22.4816	0.0086	-0.0238	-0.0292
O	3.3307	7.8613	22.5166	-0.019	0.0126	-0.0287
O	8.3803	8.7459	22.4167	0.0247	-0.0091	-0.0269
O	-0.167	11.2341	22.7575	0.0214	-0.0153	-0.025
Si	2.1563	2.9765	12.8951	-0.0104	-0.0029	0.0445
Si	8.682	1.3043	10.3647	-0.0001	-0.0073	0.018
Si	1.0658	4.5017	15.3523	0.0032	-0.0034	0.0215
Si	7.5493	5.5746	12.2101	-0.0035	-0.0025	0.0436
Si	2.4143	8.1851	21.2114	0.0035	-0.0151	-0.0135
Si	5.4124	7.7776	12.4813	0.006	-0.0027	0.0434
Si	9.2659	0.4553	15.5001	0.0069	0.0055	0.0144
Si	2.9135	-0.0402	16.6616	0.0058	0.0016	0.0192
Si	10.4688	1.1619	12.6071	-0.0006	0.0009	0.0457
Si	7.7654	2.8312	21.2375	-0.0024	-0.0119	-0.0254
Si	9.1257	8.7844	14.4613	0.0063	-0.0089	0.0282
Si	1.4744	4.777	10.3646	-0.0156	0.0048	0.027
Si	4.4833	9.4859	19.1372	0.0028	0.0009	-0.0084
Si	11.0747	6.0991	21.1174	0.0049	0.0086	-0.0207
Si	6.6143	10.4491	14.8468	0.0048	-0.0013	0.0326
Si	5.3884	0.7319	21.176	0.011	-0.0069	-0.0251
Si	2.3485	9.8052	10.4008	-0.0159	0.0156	0.0163
Si	0.4301	10.6351	21.387	-0.0105	0.0056	-0.0257
Si	5.8521	5.2528	21.1214	-0.0025	0.0074	-0.0069
Si	3.6427	7.0875	10.1165	0.0018	-0.0055	0.0266
Si	9.0447	5.6833	14.8479	-0.0049	-0.0029	0.0251
Si	3.6582	4.0814	19.0898	0.0009	-0.009	-0.0007
Si	10.0305	3.6642	19.3225	-0.0054	0.0065	-0.0132
Si	4.2553	8.6681	15.3659	-0.0002	0.0017	0.0208
Si	0.4558	1.9198	17.1606	-0.0053	-0.0005	0.0053
Si	6.7926	7.5342	19.2482	0.003	0.0043	-0.0146
Si	5.2579	3.6227	16.7416	0.0016	-0.0012	0.0082
Si	7.7819	5.0117	17.5297	0.0053	0.0101	0.0021
Si	6.6592	9.9187	10.3891	0.0013	-0.005	0.0096
Si	4.3768	1.0486	10.1182	-0.0048	0.0024	0.0143
Si	-0.04	9.0939	11.9039	0.0019	-0.0093	0.0417
Si	9.1027	8.6327	20.9389	0.0032	0.0048	-0.0194
Si	4.5545	1.6672	14.5815	-0.0071	0.0026	0.0275
Si	2.4468	2.0844	21.0451	-0.0102	-0.0028	-0.0123
Si	6.3354	3.338	10.3714	0.0109	0.0075	0.0232
Si	3.4329	5.9163	16.734	-0.0006	-0.0012	0.009
Si	9.8743	6.544	10.3609	0.0057	-0.0035	0.0047
O	0.1218	2.6299	18.5888	0.0086	-0.0086	0.0028
O	2.9241	9.6326	15.5845	0	-0.0024	-0.0155
O	10.8612	4.8068	20.1493	-0.0057	-0.0166	0.0068
O	7.5719	2.3921	9.9161	-0.0006	0.0026	-0.0123
O	10.9281	5.3532	10.7914	0.005	-0.0054	-0.022
O	6.5891	6.7207	12.8701	-0.0034	0.0042	-0.0245
O	10.3214	8.0694	10.769	0.008	0.0176	-0.0165
O	7.6615	9.455	13.9967	-0.0046	0.0001	-0.0216
O	8.4132	6.2175	10.987	-0.0123	-0.0065	-0.0188
O	5.3564	10.4856	20.0755	-0.0066	-0.0141	0.0071
O	2.1699	3.7458	11.4337	0.0088	-0.0162	-0.0126
O	7.9758	8.5454	19.7598	-0.0127	-0.0038	0.0054
O	6.2052	6.7308	20.548	0.003	0.0057	0.0116
O	5.5104	2.7152	15.4092	-0.0015	-0.0004	-0.0118
O	1.3041	0.9283	20.7045	0.0038	0.0033	0.0183
O	6.0545	9.0375	11.6243	-0.013	-0.0078	-0.0152
O	4.6188	4.9882	16.1113	-0.0016	0.0021	-0.006
O	6.5944	3.9023	17.6377	-0.0045	-0.0046	0.0029
O	10.5344	10.6752	11.8034	-0.007	0.0081	-0.0268
O	5.5798	0.498	13.9876	0.0002	0.0016	-0.0206
O	8.0175	5.0914	15.9341	0.0012	-0.0016	-0.012
O	9.7331	9.8162	15.5804	-0.001	-0.0008	-0.0076
O	-0.3962	5.1508	15.1343	0.0031	-0.0003	-0.0122
O	1.5726	6.8356	20.811	-0.0009	-0.0016	0.0184
O	1.5014	0.638	17.182	0.0018	0.0002	-0.0011
O	6.597	1.7693	20.8161	0.0005	0.0047	0.0218
O	1.0125	1.8001	12.8265	0.0019	-0.0004	-0.0243
O	3.2436	5.4952	18.3266	0.0006	0.0072	0
O	9.5236	2.0133	11.5787	0.0102	0.0049	-0.0164
O	1.02	3.0995	16.1838	0.0008	0.0046	-0.0076
O	8.5871	5.1333	13.3816	0.0034	0	-0.0138
O	10.2676	8.5809	13.3042	-0.0094	0.0034	-0.0079
O	1.4444	9.4011	21.6895	0	0.001	0.0175
O	10.0781	9.9372	20.6132	-0.0039	-0.0031	0.0184
O	3.1741	0.2145	10.8868	-0.0028	0.0038	-0.0223
O	5.0663	2.3715	10.8137	-0.0057	-0.0037	-0.0255
O	1.7374	4.1588	13.917	-0.0032	0.0037	-0.013
O	7.9251	10.8556	10.8439	-0.0003	0.0079	-0.0255
O	9.1327	4.4708	18.2343	-0.0077	0.0038	0.0016
O	5.6357	9.4977	15.7695	0.0029	0.0005	-0.0072
O	5.5295	-0.0337	9.7612	-0.0014	0.0067	-0.0231
O	3.5945	2.3118	13.3922	0.0034	-0.0018	-0.019
O	1.9792	5.6489	16.052	-0.0031	-0.0018	-0.0121
O	9.7116	1.0449	14.0368	-0.0036	-0.0033	-0.0074
O	4.3931	6.9319	11.5348	0.0097	0.0007	-0.0126
O	4.757	4.4823	20.2142	-0.0153	-0.0063	0.004
O	9.955	1.3446	16.6477	-0.0034	-0.0035	-0.0007
O	6.6824	4.3075	11.6373	0.0021	0.0073	-0.0196
O	5.5827	8.4072	18.5798	-0.0025	0.0006	0.0076
O	9.0741	2.7367	20.272	0.013	0.0049	0.0074
O	3.6002	1.1331	15.7801	0.0007	-0.0026	-0.01
O	4.2142	3.0746	17.9014	0.0064	0.0031	-0.0042
O	9.918	7.2207	20.8994	-0.0003	-0.0009	0.02
O	3.3557	8.6655	9.8244	0.0007	-0.0052	-0.0227
O	3.9367	7.4255	16.3773	-0.0011	-0.0014	-0.0084
O	7.6319	0.4827	15.6974	-0.0027	-0.0024	-0.0088
O	8.9228	7.2969	15.0396	-0.0022	0.0055	-0.0103
O	3.9307	1.4388	21.1584	0.0017	0.003	0.0218
O	1.5901	9.1324	11.6948	-0.0078	-0.0058	-0.0163
O	2.33	6.145	10.1428	0.0067	0.0009	-0.0252
O	7.3466	6.46	18.1483	0.0023	-0.0132	0
O	7.2181	4.3643	21.1322	-0.0017	0.0014	0.0202
O	4.5444	8.2353	13.7967	-0.0051	0.0029	-0.0139
O	3.3315	8.665	19.9621	0.0139	0.0084	0.0023
O	2.4932	3.2374	19.8748	0.0062	0.0173	0.001
O	3.7437	10.3673	17.9729	-0.0115	0.0054	-0.0115

Results
free energy: -131310.636 eV
free energy less fixed offsets of O -568.88, P -755.39, Si -635.61 eV per atom: -6.566 eV

The program warned: the cutoff lies below the one the program advises for these potential files; the exchange-correlation potential is rough where the density is thin.
